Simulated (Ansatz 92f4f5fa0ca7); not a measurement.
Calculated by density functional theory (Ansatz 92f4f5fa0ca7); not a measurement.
Periodic cell of 220 atoms, Si132O88, from a study of silicon, its oxide and their interface. The atomic structure is a simulated model.
This geometry differs little from another in the collection (a relaxation step or a small displacement).

Settings: functional r2SCAN; potential files Ansatz PAW; basis plane waves; wave-function cutoff 800 eV; density cutoff ratio 5; exchange-correlation grid ratio 1; k mesh 1 x 1 x 1, shifted by 0.5 0.5 0 of a step; self-consistency stop 1e-10 eV per atom in the density residual; occupations fixed; spin none; net charge 0.

Cell vectors (angstrom)
a  10.88  0  0
b  0  10.88  0
c  0  0  32.0375

Atoms and the computed forces on them: element, x, y, z (angstrom), force x, y, z (eV/angstrom)
Si  -0.9009  0.4481  -1.4107  0.0032  0.0104  -0.0146
Si  1.2267  1.3241  -1.1287  0.0058  0.0092  -0.0218
Si  -0.1003  6.2677  -0.4324  0.0115  -0.0056  -0.0226
Si  3.018  8.1514  -0.1303  0.006  -0.0073  -0.0444
Si  5.4345  -0.5449  -0.4732  0.0067  0.0152  -0.0554
Si  8.1984  2.7887  0.0352  -0.002  -0.0033  -0.0268
Si  5.5618  3.876  -1.2815  -0.0101  0.0037  -0.0402
Si  9.2912  8.2776  -0.7539  -0.0044  0.0125  -0.0391
Si  1.8342  1.8282  1.1618  -0.0026  0.0005  -0.0009
Si  3.8001  3.2441  1.2088  -0.0019  -0.0033  -0.0269
Si  1.3216  7.1114  1.1776  0.0048  0.0024  0.0068
Si  4.2587  9.4509  1.3336  -0.0047  0.0022  0.009
Si  6.9435  1.3703  1.373  -0.0016  0.0056  -0.0134
Si  9.6492  4.4019  0.9456  -0.0007  0.0001  0.0009
Si  7.0584  7.0971  1.7292  -0.0029  -0.0083  -0.0129
Si  8.7295  8.7858  1.47  0.0009  0.003  0.0092
Si  0.0709  2.9071  2.3893  0.0024  0.0034  0.0026
Si  2.7489  0.0289  2.4866  -0.0021  0.0016  0.0006
Si  -0.1632  8.195  2.6215  -0.0016  -0.0027  -0.0019
Si  2.5599  5.6711  2.5702  -0.01  0.0054  -0.0043
Si  5.4133  2.5202  2.7185  0.0034  -0.0007  0.007
Si  8.1678  -0.0971  2.6459  -0.0004  -0.0017  -0.0011
Si  5.4297  8.2206  2.8946  0  0.0007  0.0016
Si  8.2876  5.3966  2.6665  0.0023  -0.0008  0.0034
Si  1.3206  4.183  3.9395  -0.0022  -0.0014  -0.0003
Si  4.0306  1.2585  4.0735  -0.0011  0.0016  -0.0014
Si  1.2759  9.6105  3.8525  0.0013  0.0003  -0.001
Si  3.9881  6.8245  4.0321  -0.0002  -0.0001  -0.0013
Si  6.773  4.0574  3.9059  0.0017  0.0001  -0.0007
Si  9.5888  1.4207  3.7907  -0.0018  0.001  -0.0017
Si  6.7952  9.6103  4.151  0.0015  -0.0006  -0.0013
Si  9.5663  6.7677  4.0869  -0.0023  0  -0.001
Si  0.0008  0.11  5.2606  0.0013  -0.0003  0.0002
Si  2.6928  2.7728  5.2879  -0.001  -0.0002  0.002
Si  0.0179  5.4466  5.434  0.0017  0.001  0.0007
Si  2.6026  8.224  5.291  -0.0003  -0.0002  0.0002
Si  5.3952  0.0135  5.493  0.0016  0.0002  -0.0003
Si  8.1626  2.709  5.2346  -0.0004  -0.0004  0.0004
Si  5.4192  5.4459  5.2924  0.002  0.0022  0.0006
Si  8.1712  8.1883  5.3803  0.0002  -0.0001  0.0012
Si  1.3287  1.4306  6.6615  -0.0003  0.001  -0.0003
Si  4.0629  4.1119  6.6729  -0.0001  -0.0007  -0.0006
Si  1.3497  6.8613  6.7443  -0.0004  -0.0001  -0.0005
Si  3.9725  9.5063  6.7147  -0.0006  -0.0004  0
Si  6.7959  1.4478  6.703  0.0001  0.0004  0.0005
Si  9.4815  4.0641  6.6741  -0.0001  0.0014  0.0004
Si  6.7531  6.8314  6.6627  0.0007  -0.0002  0.0001
Si  9.5207  9.6268  6.6611  -0.0002  0.001  -0.0002
Si  -0.0126  2.7602  8.0584  0.0015  0.0001  0.0011
Si  2.6497  0.0473  8.0298  -0.0008  -0.0009  0
Si  -0.0372  8.2507  8.0351  0.0009  -0.0002  -0.0003
Si  2.7364  5.4756  8.0767  0.0008  0.0012  0.0003
Si  5.4125  2.7887  8.0679  -0.0003  0.0015  -0.0001
Si  8.1638  0.1111  8.0473  0.0012  0.001  0.0004
Si  5.35  8.1513  8.032  0.0011  0.0004  -0.0001
Si  8.1112  5.4628  7.9882  0  0  0.0003
Si  1.3699  4.0974  9.4291  0  0  -0.0002
Si  4.0117  1.3996  9.3755  0.0001  0.0017  -0.0009
Si  1.2869  9.6108  9.4173  0  -0.0001  0.0013
Si  4.0711  6.8042  9.4874  0.0004  -0.0001  0.0008
Si  6.7477  4.1932  9.4128  -0.001  0  0.0002
Si  9.5002  1.4879  9.4635  -0.0006  -0.0015  0.0015
Si  6.706  9.6122  9.2607  -0.0001  0.0007  -0.0003
Si  9.4815  6.8278  9.3116  0.0006  0.0017  0.0002
Si  -0.0226  0.1268  10.8149  0.0008  0.0004  0.0009
Si  2.7193  2.7168  10.8385  0.0011  -0.0002  -0.0001
Si  -0.0308  5.4816  10.7083  0.0013  0.0029  -0.0008
Si  2.6338  8.1992  10.7187  -0.0005  -0.0005  0.0002
Si  5.3845  0.0556  10.6934  0.0011  -0.0006  0.0013
Si  8.1422  2.9336  10.7869  0.0005  0.0024  0.0011
Si  5.4673  5.4967  10.9044  0  -0.0003  -0.0008
Si  8.0497  8.2257  10.518  0.0005  -0.0016  0.0015
Si  1.3027  1.4653  12.2942  0.0013  0.0017  -0.0008
Si  4.2029  3.959  12.2157  0  0.001  0.0045
Si  1.2026  6.917  12.0731  -0.0005  -0.0045  -0.003
Si  4.0097  9.5354  12.0145  0.0012  0.0041  0.0024
Si  6.7573  1.488  11.9712  -0.0034  -0.0034  0.0018
Si  9.4517  4.3382  12.2334  -0.0002  -0.0007  -0.0007
Si  6.8741  7.0012  12.1117  0.0013  0.0007  -0.0013
Si  9.3373  9.5765  11.8622  -0.0007  -0.0033  0.0012
Si  -0.2016  2.8762  13.5888  -0.0012  0.0014  0.0066
Si  2.7429  -0.0465  13.4907  0.0034  0.0007  -0.0118
Si  -0.5283  7.9925  13.1792  0.0028  0.0019  0.0027
Si  2.9459  4.9065  13.8825  -0.0006  -0.0036  -0.0049
Si  5.5865  2.6388  13.6306  -0.0069  0.0038  -0.0101
Si  7.9855  0.0169  13.2086  0.0069  -0.0013  0.0014
Si  5.4473  8.3084  13.4164  0.0018  -0.0055  -0.007
Si  8.6723  6.294  13.4918  -0.0019  0.0018  0.007
Si  1.2677  3.8676  15.1862  -0.0004  0.001  -0.0432
Si  4.5001  0.8483  14.7934  -0.0032  0.0049  0.0025
Si  0.4423  9.3395  14.8207  -0.003  -0.0009  -0.0398
Si  4.2714  6.0324  15.4046  -0.0001  -0.0011  -0.0351
Si  6.7996  4.3324  16.0265  0.0003  0.0081  -0.0309
Si  9.4987  1.0622  14.5814  0.0012  0.0017  -0.0326
Si  6.2975  10.0995  14.6142  0.0024  -0.0017  0.0067
Si  8.0847  6.3192  15.8612  0.0006  -0.0083  -0.0365
Si  2.1644  5.864  17.3394  0.0059  -0.008  -0.0535
Si  7.2404  -6.8814  22.2599  -0.0109  -0.0019  -0.0414
Si  11.3983  2.2302  17.6033  0.0004  0.0047  -0.0484
Si  4.1138  1.2251  17.1094  0.0089  0.0025  -0.0565
Si  8.3425  -0.9204  22.3486  -0.0075  -0.0031  -0.0537
Si  4.371  -7.1197  21.5191  -0.0045  -0.0071  -0.0588
Si  8.4082  2.0662  17.3901  -0.0065  0.0051  -0.0443
Si  -0.8908  8.1669  17.14  -0.0046  -0.0095  -0.0466
Si  3.0737  3.3986  18.7015  -0.0094  0.0025  -0.0626
Si  9.6051  -3.1712  24.2368  -0.006  0.0012  -0.0453
Si  6.64  -0.2007  18.2536  0.0165  0.0073  -0.0494
Si  1.6432  -0.0637  18.5668  0.006  0.0062  -0.0556
Si  -0.8519  -8.1384  22.805  0.0012  -0.0089  -0.0429
Si  7.2555  9.1483  16.5423  -0.0111  0.0033  -0.034
Si  12.5661  -3.8775  23.9383  0.0057  0.0035  -0.0565
Si  2.692  2.4303  26.2677  -0.011  0.0055  -0.0537
Si  11.9439  -2.7798  19.1007  -0.0118  -0.006  -0.0568
Si  11.0939  0.0257  21.4389  0.0178  -0.0063  -0.0551
Si  7.0727  6.0281  24.3228  -0.0023  -0.0062  -0.058
Si  -5.3144  -12.5602  20.8881  -0.0019  0.0196  -0.0574
Si  6.9251  0.1784  26.8178  0.0042  0.0002  -0.0481
Si  1.5772  5.665  28.8571  0.0124  0.0052  -0.0511
Si  1.9612  -6.9882  23.5169  0.0054  0.0013  -0.0577
Si  0.5167  2.9627  28.3862  -0.0013  -0.0114  -0.0548
Si  5.8676  -4.5529  21.6879  -0.008  0.0013  -0.0447
Si  2.7287  7.6831  26.7899  -0.0057  -0.0007  -0.0508
Si  5.669  6.6156  27.1328  0.0032  -0.0074  -0.0594
Si  -1.5487  -1.128  26.2703  0.0022  -0.0092  -0.0531
Si  9.3103  0.7777  28.4675  -0.0126  -0.0057  -0.0533
Si  2.448  -1.9352  21.7798  -0.0083  0.0055  -0.0561
Si  5.4449  6.276  31.0733  0.007  -0.0022  -0.0339
Si  -6.576  4.1881  28.2488  -0.0051  0.0023  -0.0448
Si  6.5599  -3.0054  29.7961  -0.0192  -0.0132  -0.0474
Si  3.7401  10.6817  27.1373  0.0108  -0.006  -0.0514
Si  2.8903  -0.1302  30.1868  0.0079  0.0085  -0.0536
Si  8.5523  1.0533  24.5577  0.006  0.0103  -0.0565
O  1.0778  2.659  -2.1444  -0.0021  -0.0196  0.035
O  3.068  -1.621  -5.2452  0.0021  0.0083  0.0181
O  4.5686  3.1811  -0.2124  -0.0068  -0.0113  0.0265
O  3.4218  4.8102  1.4569  0.0067  0.0046  0.013
O  0.8772  5.9862  -1.7545  -0.02  0.0095  0.0425
O  -0.8862  9.7076  -1.1497  -0.0012  -0.0142  0.0205
O  2.6007  9.1821  -1.3814  -0.002  -0.0118  0.0335
O  3.1579  10.9763  -3.4306  -0.0075  -0.0007  0.0525
O  5.9945  -1.5832  -1.6181  -0.0068  0.005  0.0264
O  2.1323  -5.407  -8.2905  -0.0026  0.0034  0.0195
O  6.5515  0.505  0.0069  0.0042  -0.0012  0.0276
O  9.077  1.5456  -0.5927  -0.0074  0.0109  0.0196
O  5.0159  3.2469  -2.6902  0.007  0.0016  0.0309
O  3.9271  6.9147  -0.7484  -0.0154  0.0118  0.0231
O  8.1702  7.9069  -1.9066  0.0188  0  0.0291
O  1.1516  5.0858  16.3149  0.001  0.0069  0.0327
O  1.2119  2.5528  16.166  -0.0018  -0.012  0.0382
O  19.6854  -2.09  23.3517  0.0068  -0.0098  0.0303
O  3.894  2.7953  17.4339  -0.0063  0.0064  0.0326
O  -0.2555  10.8052  14.914  0.0011  -0.0008  0.0165
O  0.4079  8.5261  16.2302  -0.0014  -0.0035  0.0322
O  4.8441  7.2485  14.5161  -0.0077  -0.0013  0.0213
O  3.2595  6.7045  16.4986  -0.0061  0.0029  0.0236
O  7.8987  0.8889  18.4194  -0.0039  -0.0045  0.0223
O  7.3082  3.2712  17.1781  0.004  -0.0118  0.02
O  8.662  1.4117  15.9368  -0.0046  0.0028  0.0325
O  2.1727  3.0555  24.8815  -0.0034  -0.0113  0.0418
O  12.8492  6.1113  13.2842  0.0019  -0.0009  0.0111
O  9.4211  6.6754  16.7709  0.012  0.0128  0.0256
O  7.0204  7.517  16.3368  0.0014  0.0059  0.018
O  3.0026  4.9515  18.3639  0.0011  -0.0057  0.0303
O  1.5275  2.8303  18.7418  0.0054  0.0005  0.0215
O  5.8667  -7.7303  21.8847  0.0089  0.0007  0.017
O  3.8871  -7.6931  20.0777  0.0108  0.0037  0.0455
O  12.7905  -1.6253  18.3676  0.0018  -0.0009  0.0218
O  1.9854  -1.1962  14.4249  -0.0021  0.0025  0.0167
O  11.874  0.2089  20.0287  -0.0106  0.0004  0.0442
O  6.638  3.5116  14.6001  0.0075  0.0077  0.0207
O  9.8577  2.7001  17.8414  0.0053  0.0013  0.0157
O  6.1375  -4.0568  23.2288  0.0062  -0.0015  0.0332
O  7.2627  1.1799  25.5506  -0.0103  -0.0058  0.0295
O  11.0065  -3.6168  23.5725  -0.0043  -0.0028  0.0192
O  6.3685  6.4545  32.418  0.0105  0.0095  0.0419
O  9.6374  -0.7463  21.3366  -0.0113  0.0006  0.0239
O  5.3601  5.0998  16.2098  0.0013  -0.0002  0.0144
O  -1.995  9.2589  16.6875  0.0028  0.0005  0.0161
O  0.4307  3.7231  22.9677  0.0041  0.0026  0.0174
O  5.8832  -0.8418  19.5407  -0.0169  -0.0185  0.0539
O  5.7005  -3.2918  20.7004  0.0003  -0.0092  0.0214
O  3.2727  0.9323  26.0732  -0.0038  -0.0057  0.023
O  13.5224  -2.9607  23.0064  -0.003  -0.0126  0.0327
O  -4.0245  -1.2773  21.8014  0.0158  -0.0004  0.0257
O  -1.0041  -2.5421  25.7254  0.0004  0.0095  0.0289
O  -0.1826  -9.4274  22.0775  -0.0098  0.013  0.0239
O  0.5636  -6.3006  28.1566  0.0001  0.0021  0.0194
O  3.1523  3.3916  22.5262  -0.0125  0.0015  0.0364
O  6.3112  -3.1767  28.1725  0.0097  0.0098  0.0428
O  18.9598  0.4789  23.1205  0  0.0072  0.0316
O  -1.2475  0.0085  25.1536  0.0017  -0.0057  0.03
O  1.8533  7.0479  28.0222  -0.0068  -0.0113  0.0287
O  8.7096  -7.548  22.0016  0.004  -0.0006  0.0184
O  5.5795  0.8011  17.581  0.0053  -0.0071  0.031
O  3.0875  0.5322  18.1697  -0.0109  -0.0035  0.0184
O  12.2733  -0.7687  22.272  -0.001  -0.0019  0.0251
O  10.3632  8.357  18.7266  0.0092  0.0051  0.0285
O  7.1215  3.4359  30.9936  0.0142  -0.0047  0.0203
O  -3.1719  -12.0924  26.456  -0.0045  0.0011  0.0204
O  -6.3319  -5.4963  21.5362  0.002  0.0009  0.0173
O  -5.3718  -5.6696  27.8991  -0.0046  -0.0019  0.0289
O  7.0539  4.4676  23.8259  0.0021  0.0056  0.028
O  1.4671  2.2817  27.2879  -0.0031  0.0089  0.0387
O  -4.3331  6.3566  25.807  -0.0126  0.001  0.0406
O  9.395  -8.4777  24.2689  -0.0066  -0.0055  0.0264
O  5.3736  -0.1474  27.0882  -0.0044  -0.0012  0.0151
O  1.6024  -2.7565  20.6241  0.0116  0.0042  0.0386
O  3.8298  3.3884  26.9293  0.008  0.0046  0.0242
O  12.1657  -4.1651  18.3542  -0.0047  0.0105  0.0204
O  3.9795  -1.4335  21.3471  -0.0059  -0.0039  0.0201
O  1.8707  7.3874  25.4768  0.0074  0.0037  0.0404
O  -0.9191  -0.504  27.6308  0.0011  0.0133  0.0427
O  7.144  -5.5212  21.3416  0.0013  -0.0004  0.0202
O  3.0401  4.9456  28.9466  -0.0069  -0.0002  0.0166
O  4.281  0.3467  30.8686  -0.0031  -0.0091  0.0325
O  7.7051  0.8161  28.1037  0.0122  0.0042  0.0349
O  9.944  13.1457  28.1298  0.0052  -0.0061  0.0171
O  11.415  -10.2732  17.6054  -0.0024  -0.0084  0.0239
O  -2.2419  6.4286  24.3068  0.0004  0.0042  0.0199
O  4.1744  6.9897  26.6776  0.0001  0.0019  0.0218

Results
free energy: -134611.780 eV
free energy less fixed offsets of O -570.45, Si -639.56 eV per atom: 9.740 eV

The program warned: the cutoff lies below the one the program advises for these potential files; the forces do not sum to zero within the program's tolerance; empty levels may hold ghost states of the PAW files; the exchange-correlation potential is rough where the density is thin.
